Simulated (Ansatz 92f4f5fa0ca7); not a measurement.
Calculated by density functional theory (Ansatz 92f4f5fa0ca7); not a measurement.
Periodic cell of 258 atoms, Si144O114, from a study of silicon, its oxide and their interface. The atomic structure is a simulated model.
This geometry differs little from another in the collection (a relaxation step or a small displacement).

Settings
functional: r2SCAN
potential files: Ansatz PAW
basis: plane waves
wave-function cutoff: 800 eV
density cutoff ratio: 5
exchange-correlation grid ratio: 1
k mesh: 1 x 1 x 1, shifted by 0.5 0.5 0 of a step
self-consistency stop: 1e-10 eV per atom in the density residual
occupations: fixed
spin: none
net charge: 0

Cell vectors (angstrom)
a 10.88 0 0
b 0 10.88 0
c -3.1534 -4.6593 36.31

Atoms: element, x, y, z (angstrom)
Si 7.2942 0.8133 1.4663
Si 10.0368 3.6353 1.5391
Si 6.3087 7.3108 1.5648
Si 9.008 -0.8834 1.4843
Si 3.5818 -0.5989 -1.056
Si 3.8631 4.3689 1.4885
Si 12.5386 6.5278 1.4422
Si 4.6056 -1.9141 1.5198
Si 8.2411 2.6233 2.7008
Si 10.9625 5.3922 2.7748
Si 8.1046 -2.6464 2.7596
Si 10.8288 0.1108 2.6346
Si 2.6483 2.7612 2.6828
Si 5.4058 5.5322 2.8076
Si 13.6736 8.1122 2.7504
Si 5.5091 -0.0831 2.7186
Si 6.8374 4.0645 3.9764
Si 9.5123 6.7975 4.0011
Si 6.8001 -1.3578 4.2233
Si 9.5297 1.3381 4.1768
Si 12.2765 4.076 4.1939
Si 14.9363 6.8007 4.2351
Si 12.2409 9.5648 3.9469
Si 4.069 1.3385 3.9557
Si 5.44 2.7175 5.3432
Si 8.168 5.4238 5.3891
Si 5.4299 8.1627 5.5405
Si 8.1751 0.0022 5.5192
Si 10.8971 2.7049 5.504
Si 13.5995 5.4319 5.5483
Si 10.8864 8.1795 5.3474
Si 13.6035 0.0053 5.3741
Si 6.787 1.3891 6.7888
Si 9.5062 4.077 6.7976
Si 6.813 6.7634 6.8069
Si 9.5548 9.5027 6.7958
Si 12.2885 1.3471 6.8128
Si 4.1201 4.0538 6.8
Si 12.2043 6.8281 6.7997
Si 14.9356 -1.3261 6.8208
Si 8.1515 2.72 8.1778
Si 10.8607 5.4298 8.1475
Si 8.1716 8.1511 8.1341
Si 10.9117 -0.0137 8.1564
Si 2.7714 2.7135 8.1747
Si 5.4493 5.4155 8.1777
Si 13.5637 -2.6904 8.1627
Si 5.4549 0.0249 8.1637
Si 6.7957 4.0637 9.548
Si 9.5182 6.805 9.4784
Si 6.8286 9.5233 9.5176
Si 9.5487 1.3435 9.5242
Si 12.2253 4.0496 9.5108
Si 4.0497 6.8057 9.4924
Si 12.2354 -1.3426 9.5581
Si 4.1396 1.3831 9.544
Si 5.5114 2.6897 10.9635
Si 8.1567 5.471 10.8214
Si 5.4054 8.1824 10.8418
Si 8.2584 -0.0564 10.9112
Si 10.9082 2.6654 10.9333
Si 13.5405 5.461 10.8486
Si 10.8489 8.1327 10.8582
Si 13.6218 0.0588 10.8569
Si 6.9732 1.3014 12.3056
Si 9.5482 4.1636 12.1563
Si 6.7709 6.8096 12.1596
Si 9.5869 -1.4396 12.3404
Si 12.269 1.2688 12.3543
Si 4.0057 4.0776 12.16
Si 12.2158 6.8583 12.2467
Si 4.0535 9.5676 12.2065
Si 8.348 2.8017 13.6011
Si 10.8037 5.5351 13.6047
Si 8.0369 8.1585 13.612
Si 11.4182 -0.6094 13.6561
Si 2.6988 2.7816 13.6371
Si 5.2926 5.5233 13.4415
Si 13.3317 8.4626 13.5647
Si 5.4519 0.0129 13.5793
Si 6.4949 3.8614 14.6012
Si 8.1188 -0.4403 17.3807
Si 6.424 -1.6113 14.9649
Si 10.2231 2.6273 15.2289
Si 4.3385 1.6088 14.8755
Si 4.111 7.1293 14.827
Si 10.7279 0.4064 15.6988
Si 1.2362 4.098 14.9518
Si 7.0556 5.6996 23.4458
Si 9.0918 6.6006 14.9668
Si 5.6681 0.068 22.2912
Si 13.2613 2.5442 24.2622
Si 9.4904 3.8753 17.0348
Si 13.1636 -0.5321 19.9907
Si 9.3077 4.7022 -5.6237
Si 6.3128 6.6819 26.0691
Si 3.4088 2.0102 21.4451
Si 13.4025 2.5772 -7.7551
Si 5.9633 3.8927 -0.707
Si 3.752 -2.6604 -8.0833
Si 12.0578 1.0717 -0.8159
Si 8.8611 4.4034 -0.3003
Si 13.5502 5.2751 25.6793
Si 7.7742 2.3987 18.774
Si 10.469 2.3765 25.4363
Si 12.1093 4.7684 -9.5486
Si 0.8467 1.9424 1.3539
Si 10.8253 6.6253 -7.3016
Si 3.3029 3.4561 18.6456
Si 4.2526 -2.517 21.1297
Si 6.9738 6.6064 -0.5441
Si 6.4772 6.5008 20.4491
Si 5.9646 1.1906 -1.4254
Si 3.2217 -0.0559 -9.0952
Si 7.6755 5.0086 16.1431
Si 7.092 1.0572 -8.8456
Si 2.8672 7.3751 23.5607
Si 3.6181 4.1365 -5.264
Si 11.2413 -2.0198 23.9839
Si 8.9797 7.0752 25.1585
Si 8.2203 1.1656 21.479
Si 6.2353 4.1983 18.4874
Si 7.9057 2.8618 24.0863
Si 13.2551 6.9536 -5.6179
Si 11.7276 7.4296 -1.4139
Si 6.3389 7.5686 -3.2054
Si 2.263 5.5311 16.7408
Si 6.4438 0.5692 25.2947
Si 10.4238 -0.8559 21.2515
Si 10.4532 4.8958 -2.7605
Si 9.9303 -0.949 -1.4833
Si 10.6517 6.7124 17.4659
Si 8.4447 0.2232 -6.2975
Si 10.9721 2.0288 -5.9066
Si 12.5646 2.7216 -3.4061
Si 13.5912 -1.5744 25.7504
Si 3.6041 0.4999 26.0999
Si 8.9455 -2.7013 19.4956
Si 7.5172 -0.5941 -3.5035
Si 13.4348 0.8533 17.2892
Si 9.0827 -2.0014 -8.2195
Si 3.2959 8.1353 -3.0332
Si 6.5059 7.1607 -7.9821
Si 6.524 5.4142 -5.322
O 8.3737 -1.5136 18.5571
O 6.7885 -0.4365 -9.4288
O 7.5693 0.9513 18.0278
O 3.5912 6.1984 16.0713
O 10.2166 3.4461 -6.0277
O 6.5169 0.2924 -2.6173
O 5.4832 2.722 15.2749
O 5.2074 0.4975 26.3248
O 11.7888 7.2553 0.1928
O 4.7144 3.6417 0.2909
O 12.8739 3.488 -8.9693
O 12.0559 0.3873 16.6274
O 5.8869 2.7591 -1.8535
O 6.0763 5.0478 19.8652
O 6.7878 -1.9612 -3.9645
O 6.0814 5.9463 -8.9714
O 13.009 -0.2083 -0.4718
O 5.3605 -2.5798 -8.0266
O 2.7621 2.7894 22.7089
O 3.1503 -1.1705 -7.9251
O 9.9053 0.8893 -6.2416
O 4.2485 -1.6958 -0.0758
O 4.8938 -1.2709 21.9076
O 11.6917 5.7176 -8.308
O 3.3987 1.3782 -8.3838
O 3.0276 5.9571 24.2733
O 12.1666 7.6881 23.342
O 7.7286 4.364 -5.5924
O 9.4745 4.0466 -1.7688
O 3.0313 -1.9192 20.2882
O 3.4708 -2.3346 24.515
O 2.7559 5.4298 0.8707
O 13.2354 7.3469 -1.9845
O 5.976 6.1793 24.5595
O 12.1108 5.786 26.163
O 8.4768 5.998 -0.3194
O 12.1425 1.9276 -6.9943
O 9.5077 -0.8763 -9.3097
O 10.9288 -0.9782 22.785
O 9.9361 0.8863 25.7406
O 7.645 -0.3102 25.9128
O 4.4666 0.7354 -1.0631
O 3.1029 3.1048 -4.1079
O 9.6648 6.1348 26.2628
O 4.8807 1.43 21.8453
O 6.9989 -1.0038 16.361
O 3.2771 7.2398 -6.9131
O 9.4396 -2.093 20.9088
O 3.3818 3.0839 20.221
O 7.4186 3.6842 -0.0074
O 7.0813 0.0224 21.5095
O 3.2823 7.6608 -9.5062
O 12.063 -1.349 25.2171
O 10.2331 7.4766 18.8065
O 10.8251 6.2727 -2.0435
O 11.8126 4.0851 -3.0093
O 9.2502 2.9297 18.3389
O 8.431 1.5233 -9.6198
O 10.4262 5.1059 17.5885
O 7.7947 2.257 20.3808
O 8.3267 1.8282 22.9299
O 7.659 7.5629 25.9466
O 7.3943 1.0008 -7.2662
O 6.9024 1.0005 -0.1202
O 7.0005 7.7083 -1.7258
O 11.5882 -0.8294 20.1308
O 5.9409 2.121 -9.2352
O 13.2967 2.3528 17.8671
O 5.2624 -2.7109 15.3663
O 6.501 6.5231 -6.4987
O 10.6214 0.5139 -1.3375
O 9.2312 -1.3463 -0.0788
O 9.7926 7.3699 16.2578
O 3.67 7.2959 22.182
O 6.6626 6.3212 22.0321
O 2.7345 5.4777 -5.0828
O 7.8679 7.8433 -8.5234
O 10.4045 7.9788 -8.0453
O 3.3925 3.4618 -6.7186
O 5.9738 5.4422 -1.1592
O 3.4594 -1.2109 -2.5442
O 12.7656 1.8877 -2.0324
O 3.7709 0.8512 16.2198
O 2.8146 -0.1415 18.5187
O 7.8302 7.0488 19.7598
O 8.8656 -0.9009 -2.6791
O 4.8205 3.5065 18.0995
O 9.7334 5.2123 -4.1558
O 5.9446 0.0128 23.8723
O 9.637 0.5365 21.0801
O 13.45 0.6911 21.0155
O 13.5137 8.0809 -4.4972
O 12.2171 6.8309 17.0951
O 6.8478 6.2455 -3.9686
O 11.0669 -2.0405 -1.8173
O 9.5264 5.8415 -6.7479
O 8.6555 -1.2796 -6.8343
O 9.8815 -2.5908 24.622
O 9.2623 3.2892 24.8528
O 11.6684 2.3028 24.3577
O 2.7736 3.7079 25.3266
O 11.6272 1.8757 -4.4295
O 7.1241 4.0911 23.4116
O 6.6769 5.3674 17.4185
O 6.9187 2.1122 25.1291
O 11.7028 7.002 -6.0051
O 4.7393 7.4408 -3.0944
O 8.5273 6.223 23.8659
O 9.4892 -0.2341 16.5397
O 3.2376 1.2484 24.7018
O 7.8346 0.2485 -4.8231
O 5.173 4.5482 -5.1517
O 5.3118 7.5949 20.1938
O 13.5016 4.8568 18.1897

Results
free energy: -157132.270 eV
free energy less fixed offsets of O -570.45, Si -639.56 eV per atom: -4.330 eV

Forces (eV/angstrom), in the order of the atoms: element, x, y, z
Si 0.0527 -0.0087 0.1834
Si -0.0114 -0.0084 0.1219
Si 0.0564 0.0276 0.0429
Si -0.0408 0.0358 0.1947
Si 0.0195 -0.0536 0.1766
Si 0.0274 -0.0026 0.1391
Si -0.0271 0.0062 0.221
Si 0.0136 -0.0135 0.1824
Si 0.0052 0.0325 -0.0304
Si -0.0168 0.0248 -0.0413
Si 0.0062 0.0174 -0.0292
Si -0.007 -0.004 -0.0547
Si 0.0514 -0.0031 -0.0014
Si 0.0181 -0.0425 0.0096
Si -0.0098 0.0245 -0.0209
Si 0.0178 0.0235 -0.0868
Si -0.009 0.0313 0.0749
Si 0.0347 -0.0549 0.0785
Si 0.0078 -0.0105 -0.0106
Si 0.0103 -0.0165 -0.0341
Si -0.0119 -0.0004 -0.0157
Si 0.0153 0.0122 -0.0067
Si 0.0211 -0.0154 0.044
Si -0.0388 0.0514 0.0662
Si 0.01 -0.0164 0.0327
Si -0.0214 -0.0134 -0.0168
Si -0.0068 -0.0219 0.0228
Si -0.0277 -0.0065 0.0719
Si -0.0045 0.0245 -0.0081
Si 0.0295 0.0087 0.0313
Si -0.0161 0.0075 0.0304
Si 0.021 -0.0176 -0.0078
Si 0.0096 0.0088 -0.0003
Si -0.0457 0.0028 0.0178
Si 0.046 0.0087 0.0153
Si -0.0141 -0.0167 -0.0232
Si -0.0101 -0.0683 0.001
Si 0.0104 0.0067 -0.0138
Si 0.0098 0.0081 -0.0157
Si 0.022 0.0284 -0.0069
Si 0.0359 0.0127 -0.0142
Si -0.0001 -0.0249 0.0052
Si -0.0012 0.0206 0.0243
Si -0.0223 0.0589 0.0076
Si -0.0322 0.0625 0.0098
Si -0.0178 0.011 -0.0107
Si 0.0138 -0.0404 -0.0031
Si 0.019 -0.0452 0.038
Si 0.038 0.0129 -0.0216
Si -0.0357 -0.0324 -0.028
Si 0.0257 -0.0157 -0.0226
Si -0.0255 0.0019 -0.0346
Si 0.0259 0.0301 -0.02
Si -0.0132 -0.0135 -0.01
Si -0.0325 0.0152 0.0169
Si -0.0008 -0.0219 0.0246
Si 0.1154 0.0657 0.0488
Si 0.0287 -0.0061 0.0094
Si 0.0248 -0.0234 0.0005
Si 0.0323 -0.0191 -0.015
Si -0.0592 0.0407 -0.0131
Si 0.0064 -0.1007 -0.031
Si 0.0269 0.0116 -0.0247
Si 0.0348 -0.0723 0.0028
Si -0.029 0.021 0.0233
Si 0.0904 -0.0326 -0.0126
Si -0.0415 -0.0358 -0.0187
Si -0.0163 0.0052 -0.0014
Si 0.0069 0.0129 0.0573
Si -0.0183 0.0375 0.013
Si -0.0487 0.0122 -0.0014
Si -0.012 0.0444 -0.032
Si 0.0036 0.058 -0.1311
Si 0.0129 -0.0486 -0.0275
Si -0.0205 0.0693 0.0476
Si 0.0072 0.021 -0.1227
Si -0.0245 -0.0451 0.0032
Si -0.0054 0.0078 -0.1165
Si 0.0184 0.0005 -0.1254
Si -0.0145 -0.0334 -0.03
Si -0.1007 0.0312 0.0714
Si -0.01 -0.0049 -0.0587
Si 0.004 0.0616 -0.1498
Si 0.0107 -0.0063 -0.1071
Si -0.0904 0.0288 -0.1355
Si -0.0339 0.0073 0.0182
Si 0.0014 0.0869 -0.0355
Si -0.0464 0.0276 -0.0914
Si -0.0141 -0.005 -0.1183
Si 0.0681 -0.2057 -0.1093
Si -0.0203 0.0077 -0.1182
Si 0.0871 -0.0503 -0.0697
Si -0.1482 0.1328 -0.0068
Si 0.0098 0.0433 -0.0785
Si 0.011 -0.0254 0.1081
Si -0.0202 0.0355 -0.0221
Si -0.0139 -0.022 -0.1054
Si -0.003 0.04 0.0916
Si -0.0238 0.055 0.1388
Si 0.0169 -0.0304 0.0036
Si -0.0617 0.0118 0.1964
Si -0.0182 0.0006 0.1489
Si 0.0438 0.007 -0.0586
Si -0.0124 0.1092 -0.218
Si 0.0353 0.0048 -0.0664
Si -0.0306 0.0127 -0.037
Si -0.0654 0.0314 0.1131
Si -0.0241 -0.0399 0.0481
Si 0.0053 0.0214 -0.0977
Si -0.0049 0.0201 -0.0809
Si -0.0403 0.0471 0.1963
Si 0.0454 -0.0322 -0.1587
Si 0.0541 0.0018 0.168
Si 0.0336 0.0119 -0.0405
Si 0.1395 -0.1949 -0.0507
Si 0.006 0.0754 -0.0099
Si 0.0212 0.0745 -0.0541
Si 0.0227 -0.0222 0.0791
Si 0.0624 0.0509 -0.0592
Si 0.0169 0.0482 -0.0828
Si -0.0089 0.0058 -0.1445
Si 0.0635 -0.0486 -0.0843
Si -0.01 -0.0542 -0.0988
Si 0.0278 -0.0134 0.1208
Si -0.0001 -0.0008 0.1857
Si -0.0038 0.0027 0.1245
Si -0.0596 0.0141 -0.0244
Si -0.1105 -0.0105 -0.083
Si 0.0043 -0.0063 -0.0862
Si 0.0071 -0.0233 0.1251
Si -0.0451 0.0116 0.1782
Si -0.0016 -0.0186 -0.0928
Si -0.0145 0.0435 0.0633
Si -0.0251 0.0272 0.0921
Si -0.0131 0.0002 0.133
Si -0.011 0.0297 -0.0903
Si -0.0242 -0.0147 -0.0696
Si -0.0056 0.0443 -0.1085
Si 0.011 -0.0385 0.1687
Si -0.0021 0.0691 -0.1083
Si -0.0632 0.0203 0.0295
Si 0.0418 0.0091 0.1473
Si 0.0028 -0.062 0.014
Si -0.0084 0.0007 0.0841
O -0.007 -0.0533 0.0794
O 0.0157 -0.0412 -0.0008
O -0.0199 0.0411 0.0656
O -0.0026 -0.0293 0.0241
O 0.0129 0.0053 -0.0388
O 0.0022 -0.0216 -0.0967
O 0.0371 0.0481 -0.0027
O 0.0254 0.0254 0.0353
O -0.0131 0.0011 -0.1749
O 0.025 -0.0517 -0.1132
O -0.0046 -0.0093 -0.0269
O 0.0586 -0.0409 0.0524
O 0.0024 -0.0246 -0.0689
O -0.0107 0.0023 0.1018
O -0.0231 0.006 -0.0759
O 0.0254 0.0404 0.024
O 0.0282 -0.0474 -0.0618
O -0.0229 0.033 -0.0199
O -0.0303 0.047 0.0575
O -0.015 0.0145 0.0231
O 0.0178 -0.0199 -0.0271
O -0.0354 0.0233 -0.1226
O 0.0179 0.025 0.0578
O 0.0289 0.0045 -0.0057
O 0.0139 0.0037 0.0033
O 0.0004 -0.0523 0.0384
O -0.0179 -0.0264 0.0195
O 0.0062 -0.0054 -0.0232
O 0.0154 0.0017 -0.1437
O 0.0007 -0.0328 0.0259
O 0.0185 0.0068 0.0224
O 0.0264 -0.0139 -0.0638
O 0.0249 -0.0137 -0.051
O -0.0311 0.009 0.0506
O -0.067 0.0103 0.0367
O 0.0422 0.0293 -0.0224
O 0.0286 -0.0132 -0.0584
O 0.0446 -0.0314 -0.0034
O 0.0091 -0.0313 0.0771
O -0.0016 -0.0249 0.0186
O 0.0481 -0.0372 0.0294
O 0.0219 0.0233 -0.0377
O 0.0451 0.0136 -0.0475
O 0.0071 -0.0566 0.0365
O 0.0313 -0.0062 0.0328
O 0.0164 -0.0022 0.0764
O 0.0049 0.0147 -0.0391
O -0.0012 -0.0032 0.0458
O -0.0103 -0.0115 0.1224
O -0.0475 -0.0759 -0.0498
O 0.0034 -0.0214 0.0354
O -0.0232 0.0106 0.0114
O -0.0592 -0.0294 0.0321
O 0.0077 -0.0051 0.0778
O -0.0308 -0.0184 -0.0682
O 0.0258 0.0083 -0.066
O 0.0469 -0.0293 0.1157
O 0.0318 -0.0397 -0.0145
O 0.1015 -0.0056 0.0415
O -0.0141 -0.0322 0.1255
O 0.0186 0.0462 0.0808
O -0.0142 0.0147 0.0343
O -0.0069 -0.013 -0.0083
O -0.022 0.037 -0.1599
O 0.021 0.0157 -0.126
O -0.0271 -0.0152 0.0209
O -0.021 -0.0487 0.0475
O 0.0148 -0.0088 0.0353
O 0.0059 -0.081 0.0601
O 0.0063 0.0474 -0.0635
O -0.0308 -0.0027 -0.05
O 0.0168 -0.0312 -0.1627
O -0.019 0.0409 0.042
O -0.0303 -0.0329 0.0715
O 0.0152 -0.0134 0.1061
O -0.0344 0.009 -0.0346
O 0.0133 0.0024 -0.002
O 0.0284 0.0261 -0.0245
O -0.0062 -0.0228 -0.0736
O -0.0207 -0.0462 -0.1183
O -0.0081 0.0049 -0.1013
O 0.0498 0.0575 -0.1467
O -0.0259 -0.0563 0.0454
O 0.0219 -0.0318 0.0508
O -0.0174 -0.0139 0.0513
O -0.0313 -0.007 -0.0949
O 0.0483 -0.0051 0.0172
O -0.0321 0.016 -0.0937
O 0.0365 -0.0032 0.0735
O 0.0055 0.0044 0.0277
O 0.002 0.0073 0.058
O -0.0307 0.0111 -0.1034
O -0.0161 0.0355 0.0095
O 0.0244 -0.0432 -0.052
O 0.009 0.0116 -0.0522
O 0.0136 0.0556 -0.0333
O 0.0154 -0.0516 -0.0191
O -0.0499 -0.0312 0.0422
O 0.0288 0.0287 0.0451
O -0.059 0.0109 0.0442
O -0.0053 0.0398 0.0442
O -0.0306 -0.0311 -0.06
O -0.0019 -0.005 0.0319
O -0.1218 0.1006 0.0924
O -0.0002 0.0141 0.0448
O -0.0225 0.0195 -0.0187
O -0.0275 -0.0104 -0.0616
O 0.0236 -0.0074 0.0261
O -0.0023 -0.049 0.0188
O -0.0018 0.0166 0.0047
O 0.0164 0.0513 -0.0704
O -0.0211 -0.0094 -0.0275
O -0.0273 0.0143 0.0003
O 0.0138 -0.0067 0.0205

The program warned: the cutoff lies below the one the program advises for these potential files; the forces do not sum to zero within the program's tolerance; empty levels may hold ghost states of the PAW files; the exchange-correlation potential is rough where the density is thin.
